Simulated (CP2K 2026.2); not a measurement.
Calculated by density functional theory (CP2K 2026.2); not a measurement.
Periodic cell of 534 atoms, Si358O176, from a study of silicon, its oxide and their interface. The atomic structure is a simulated model.
Doubt: the forces sum to 1.70 eV/angstrom along one axis rather than to zero, so they err by at least 0.0032 eV/angstrom per atom on average; the grid cutoff is modest.

Settings
functional: PBE
method: Gaussian and plane waves
basis set: DZVP-MOLOPT-SR-GTH
pseudopotentials: GTH-PBE
grid cutoff: 350 Ry, relative cutoff 50 Ry
k points: Gamma only
occupations: fixed
spin: none
net charge: 0

Cell vectors (angstrom)
a	16.32	0	0
b	0	16.32	0
c	-0.208	-0.3071	35.2349

Atoms and the computed forces on them: element, x, y, z (angstrom), force x, y, z (eV/angstrom)
Si	15.849	0.208	35.012	-0.017	-0.287	0.718
Si	2.527	2.769	34.94	-0.069	-0.054	0.718
Si	15.328	5.574	35.131	0.24	-0.175	0.687
Si	2.267	8.207	0.117	0.182	-0.054	0.784
Si	0.22	10.486	0.105	-0.342	0.333	0.135
Si	2.98	13.285	0.229	-0.096	-0.007	0.684
Si	5.636	15.469	34.985	-0.088	0.116	0.727
Si	8.615	2.007	0.226	0.165	-0.067	0.571
Si	5.361	4.974	35.174	-0.168	0.206	0.743
Si	8.12	7.614	35.186	-0.131	0.1	0.783
Si	5.063	11.027	0.145	0.153	-0.034	0.823
Si	7.955	13.279	34.918	0.055	-0.196	0.609
Si	10.227	0.27	0.079	0.074	0.246	0.582
Si	13.392	2.231	35.162	-0.107	0.086	0.692
Si	10.655	5.759	34.836	0.273	0.156	0.522
Si	13.51	8.188	0.547	-0.003	0.009	0.498
Si	11.221	10.193	0.381	0.051	0.027	0.662
Si	12.801	12.644	34.791	-0.076	-0.059	0.682
Si	1.327	1.621	1.092	0.054	-0.027	-0.005
Si	4.173	3.968	1.299	-0.04	0.046	-0.048
Si	1.057	6.663	1.32	0.008	-0.043	-0.007
Si	3.902	9.411	1.368	-0.002	-0.034	-0.034
Si	1.344	12.087	1.406	0.027	0.017	-0.02
Si	4.224	14.898	1.285	0.027	0.045	-0.014
Si	6.793	1.047	1.275	-0.059	0.018	-0.013
Si	9.53	3.889	1.249	-0.322	-0.157	0.378
Si	6.734	6.8	1.262	0.046	-0.017	-0.044
Si	9.451	9.269	1.504	-0.089	-0.013	-0.024
Si	6.854	12.153	1.178	-0.029	0.043	-0.033
Si	9.455	14.767	1.298	0.005	0.006	-0.04
Si	12.112	1.235	1.184	-0.02	-0.022	0.024
Si	14.728	4.116	1.258	0.035	-0.037	-0.069
Si	12.067	6.723	1.54	-0.066	-0.038	-0.08
Si	15.029	9.515	1.608	0.015	0.011	0.025
Si	12.221	11.971	1.494	0.017	0.091	-0.091
Si	14.894	15.027	0.958	0.356	0.187	0.367
Si	16.242	2.795	2.571	-0.03	-0.003	0.032
Si	2.699	0.056	2.429	-0.005	0.02	-0.028
Si	16.256	8.006	2.872	-0.027	0.017	0.049
Si	2.643	5.337	2.561	0.009	-0.002	0.001
Si	16.199	13.587	2.472	-0.069	0.035	-0.028
Si	2.637	10.746	2.816	-0.001	-0.023	0.044
Si	5.45	2.512	2.609	0.049	0.003	-0.002
Si	8.107	16.087	2.736	0.021	-0.035	-0.029
Si	5.373	8.109	2.655	-0.021	0.006	0.011
Si	8.122	5.333	2.563	0.044	-0.001	-0.047
Si	5.517	13.496	2.668	0.013	-0.024	0.018
Si	8.117	10.804	2.654	0.003	0.011	-0.002
Si	10.892	2.619	2.68	-0.02	0.008	-0.066
Si	13.538	16.222	2.522	0.043	-0.015	-0.013
Si	10.747	8.004	2.932	0.03	0	0.062
Si	13.433	5.31	2.78	-0.003	-0.027	0.035
Si	10.845	13.456	2.666	-0.01	-0.013	0.01
Si	13.642	10.837	2.902	0.021	-0.048	0.032
Si	1.313	4.026	4.005	-0.002	0.023	-0.026
Si	4.017	1.258	3.973	0.01	0.003	0
Si	1.313	9.387	4.172	-0.011	0.008	0.002
Si	4.007	6.699	3.968	-0.023	-0.018	-0.022
Si	1.317	14.949	3.809	-0.012	-0.003	0.009
Si	4.081	12.151	4.024	0.019	0.001	-0.03
Si	6.786	3.939	3.946	0.021	-0.011	-0.001
Si	9.48	1.237	3.988	-0.01	-0.037	0.024
Si	6.736	9.453	4.022	0.02	-0.017	0.001
Si	9.385	6.597	4.139	-0.044	-0.023	-0.01
Si	6.766	14.812	4.131	-0.041	0.001	0.044
Si	9.469	12.139	4.048	0.004	0.022	0.01
Si	12.167	3.918	4.138	0.014	0.014	0.018
Si	14.906	1.306	3.887	-0.019	0.01	0
Si	12.2	9.422	4.145	-0.029	0.001	-0.021
Si	14.832	6.665	4.131	-0.016	0.001	-0.004
Si	12.219	14.87	3.97	0.035	0.01	-0.036
Si	14.985	12.283	4.084	0.072	0.007	0.009
Si	-0.063	16.217	10.84	-0.013	-0.004	0.001
Si	2.664	2.6	10.832	0.004	0.005	-0.004
Si	-0.058	5.334	10.84	0.003	-0.005	-0.002
Si	2.663	8.069	10.842	0.018	-0.02	0.004
Si	-0.059	10.8	10.825	0.011	-0.003	0.002
Si	2.658	13.517	10.798	-0.016	-0.009	-0.011
Si	5.382	16.222	10.817	-0.004	0.004	-0.008
Si	8.113	2.612	10.838	0.013	-0.002	-0.004
Si	5.392	5.324	10.858	0.013	-0.01	0.002
Si	8.123	8.046	10.839	-0.009	0.007	-0.005
Si	5.394	10.79	10.829	-0.019	0.014	-0.003
Si	8.116	13.505	10.833	-0.006	-0.017	-0.008
Si	10.841	16.209	10.87	0.001	-0.011	0.008
Si	13.542	2.608	10.846	-0.002	0.012	0
Si	10.827	5.33	10.823	-0.008	0.013	-0.01
Si	13.535	8.052	10.821	0.006	0.006	0.001
Si	10.838	10.778	10.858	-0.004	-0.011	0.01
Si	13.556	13.495	10.86	0.001	0.005	0.009
Si	1.284	1.261	12.197	0.007	-0.009	-0.001
Si	4.027	3.945	12.198	-0.016	-0.008	-0.005
Si	1.291	6.711	12.2	-0.002	0.02	0.008
Si	4.029	9.443	12.188	0.013	0.004	0.012
Si	1.293	12.184	12.169	0.007	-0.005	-0.005
Si	4.01	14.859	12.168	-0.001	-0.012	-0.002
Si	6.751	1.245	12.189	-0.026	0.001	-0.003
Si	9.485	3.971	12.193	-0.008	0.011	-0.003
Si	6.785	6.684	12.197	0.003	0.006	0.005
Si	9.483	9.399	12.205	-0.01	-0.021	0.002
Si	6.761	12.142	12.192	0.01	0.002	0.004
Si	9.483	14.833	12.224	-0.002	-0.002	0.004
Si	12.206	1.249	12.234	0.01	0.023	0.004
Si	14.885	3.977	12.203	-0.003	-0.002	-0.001
Si	12.182	6.69	12.191	-0.006	-0.009	0.002
Si	14.886	9.425	12.169	-0.009	-0.009	-0.005
Si	12.197	12.132	12.231	0	-0.014	0.005
Si	14.903	14.865	12.218	0.009	-0.008	0.005
Si	16.21	2.591	13.563	0	0.024	-0.002
Si	2.641	-0.114	13.533	-0.016	0.011	0.002
Si	16.219	8.074	13.548	0.016	-0.004	-0.006
Si	2.648	5.311	13.527	0.018	0.005	0.003
Si	-0.055	13.516	13.574	0.026	-0.014	0.005
Si	2.638	10.821	13.516	-0.001	0.027	0.001
Si	5.398	2.593	13.567	0.012	0.006	0.002
Si	8.102	16.199	13.555	0.03	-0.001	-0.005
Si	5.437	8.087	13.507	-0.002	0.004	0.004
Si	8.159	5.337	13.571	0.005	0	0.008
Si	5.369	13.499	13.525	0.006	0.002	-0.001
Si	8.143	10.785	13.547	-0.011	0.018	-0.014
Si	10.844	2.629	13.57	0.016	-0.013	-0.004
Si	13.555	16.199	13.614	-0.01	-0.001	0.012
Si	10.84	8.038	13.576	-0.019	0.035	0.01
Si	13.522	5.332	13.571	0.019	0.002	0
Si	10.848	13.484	13.617	-0.007	0.001	0.003
Si	13.553	10.757	13.583	0.017	-0.016	0.011
Si	1.239	3.97	14.883	-0.001	0.014	-0.001
Si	4.013	1.208	14.892	0.031	-0.017	0.015
Si	1.218	9.516	14.859	-0.005	0.005	-0.015
Si	4.051	6.715	14.789	-0.008	-0.009	-0.015
Si	1.289	14.889	14.946	-0.031	-0.007	0.016
Si	4.012	12.146	14.891	-0.018	-0.01	-0.005
Si	6.783	3.974	14.895	-0.002	-0.001	0.004
Si	9.482	1.247	14.887	-0.027	-0.022	0.001
Si	6.807	9.425	14.902	-0.005	0.006	-0.002
Si	9.545	6.654	14.979	0.019	-0.033	-0.005
Si	6.725	14.834	14.901	-0.028	-0.032	0.003
Si	9.497	12.094	14.968	-0.007	-0.036	0
Si	12.204	3.96	14.974	-0.016	0.031	0.026
Si	14.908	1.224	15.004	0.041	0.018	0.008
Si	12.192	9.39	14.951	-0.002	-0.022	-0.004
Si	14.863	6.708	14.927	0.019	0.04	-0.001
Si	12.201	14.849	14.999	0.022	-0.001	-0.003
Si	14.907	12.146	14.925	-0.016	-0.022	-0.003
Si	-0.038	-0.114	16.411	0.019	-0.007	0.046
Si	2.602	2.572	16.172	-0.02	0.012	0.005
Si	16.194	5.318	16.266	-0.018	-0.006	0.011
Si	2.616	8.087	16.02	0.014	-0.021	-0.043
Si	-0.089	10.847	16.356	0.043	0.014	0.028
Si	2.665	13.524	16.259	0.012	-0.035	-0.038
Si	5.356	16.164	16.286	-0.036	-0.022	0.02
Si	8.15	2.602	16.248	-0.016	0.015	0.006
Si	5.433	5.414	16.171	0.015	0.007	0.008
Si	8.23	8.104	16.27	-0.001	0.02	0.033
Si	5.359	10.738	16.212	-0.008	0.018	-0.019
Si	8.052	13.432	16.251	0.016	0.03	-0.003
Si	10.788	-0.097	16.302	0.005	-0.013	0.011
Si	13.508	2.556	16.356	-0.018	-0.051	0.013
Si	10.915	5.309	16.419	0.007	0.04	0.021
Si	13.522	8.04	16.35	-0.013	0.004	0.038
Si	10.895	10.757	16.363	-0.011	0.016	0.006
Si	13.595	13.474	16.343	-0.003	-0.02	-0.006
Si	1.42	1.243	17.735	0.025	0.031	0.013
Si	3.916	4.075	17.343	0.014	0.028	-0.055
Si	1.246	6.847	17.401	0.008	0.056	-0.009
Si	3.923	9.345	17.436	0.002	-0.028	0.01
Si	1.317	12.26	17.679	-0.056	-0.019	-0.014
Si	4.035	14.764	17.702	0.038	0.033	0.035
Si	6.691	1.307	17.542	-0.003	0.016	-0.025
Si	9.513	3.888	17.69	-0.007	-0.039	-0.008
Si	6.827	6.772	17.55	-0.039	-0.01	-0.034
Si	9.664	9.31	17.759	0.033	-0.047	0.026
Si	6.712	12.033	17.617	-0.04	-0.015	0.017
Si	9.354	14.859	17.571	-0.047	-0.027	-0.019
Si	12.115	1.211	17.764	0.026	0.044	0.029
Si	14.909	3.893	17.684	-0.01	0.034	0.049
Si	12.339	6.626	17.862	-0.009	0	-0.033
Si	14.764	9.526	17.691	-0.071	-0.032	-0.045
Si	12.226	12.16	17.74	0.013	0.001	-0.022
Si	14.922	14.789	17.782	0.056	-0.011	-0.012
Si	-0.017	2.584	19.059	0.061	-0.021	0.018
Si	2.899	-0.077	19.127	0.033	0.023	0.054
Si	-0.005	8.243	18.823	0.224	0.315	-0.431
Si	2.566	5.443	18.659	0.054	0.041	0.018
Si	0.124	13.63	19.241	0.026	0.062	-0.003
Si	2.71	10.781	18.824	0.038	0.082	0.034
Si	5.309	2.832	18.666	0.049	0.022	0.044
Si	7.939	-0.114	18.915	0	-0.02	-0.001
Si	5.252	7.995	18.795	0.004	-0.037	0.012
Si	8.204	5.406	18.883	0.004	0.016	0.045
Si	5.344	13.338	19.077	-0.004	0.024	0.022
Si	8.228	10.737	18.908	0.19	0.212	-0.415
Si	10.767	2.539	19.239	0.003	-0.017	0.006
Si	13.421	16.065	19.096	-0.067	-0.025	0.025
Si	11.057	7.986	19.314	-0.009	-0.018	0.073
Si	13.648	5.128	19.254	-0.006	0.011	0.043
Si	10.774	13.558	18.926	-0.014	0.033	0.049
Si	13.537	10.902	19.259	0.024	0.07	0.061
Si	1.033	4.441	20.062	-0.36	-0.073	-0.398
Si	4.344	1.47	20.25	-0.046	-0.149	-0.703
Si	1.101	9.768	20.14	0.241	0.061	-0.69
Si	4.125	6.432	20.099	-0.181	0.13	-0.727
Si	1.246	15.39	20.595	0.279	-0.453	-0.677
Si	4.446	11.454	20.189	0.109	0.053	-0.449
Si	6.464	4.359	19.979	0.081	-0.011	-0.76
Si	9.402	0.949	20.372	-0.097	0.281	-0.705
Si	5.941	9.603	20.29	-0.453	0.035	-0.498
Si	9.822	6.249	20.388	0.048	0.26	-0.793
Si	6.879	14.608	20.28	-0.348	0.248	-0.701
Si	9.185	12.403	20.15	0.265	-0.134	-0.611
Si	12.081	3.995	20.625	0.1	-0.21	-0.659
Si	15.021	0.964	20.233	-0.065	0.288	-0.814
Si	12.482	9.364	20.785	-0.092	0.041	-0.735
Si	15.503	5.84	20.596	-0.058	-0.677	-0.41
Si	11.652	15.064	20.459	0.364	0	-0.774
Si	15.274	12.034	20.492	-0.2	0.17	-0.666
Si	15.521	14.462	25.163	-0.121	0.059	-0.006
Si	2.861	3.292	22.185	0.041	0.148	-0.206
Si	8.875	9.479	24.63	0.107	-0.042	-0.066
Si	2.486	7.942	22.347	0.023	-0.005	-0.093
Si	11.468	8.883	23.495	0.006	0.145	-0.115
Si	1.382	15.844	23.666	0.082	0.23	-0.292
Si	6.51	14.25	23.237	-0.069	0.081	-0.157
Si	6.976	2.059	21.838	-0.061	-0.192	-0.283
Si	5.838	4.514	29.162	-0.083	-0.009	0.092
Si	8.712	12.06	28.765	0.117	-0.026	0.195
Si	4.501	10.014	22.715	-0.158	0.044	-0.284
Si	8.903	12.136	23.102	0.035	-0.039	-0.136
Si	11.542	13.676	23.329	0.025	-0.006	-0.18
Si	13.913	2.411	22.697	-0.068	0.179	-0.078
Si	14.266	9.116	23.181	-0.02	-0.058	-0.228
Si	0.389	2.505	23.869	-0.092	-0.056	-0.16
Si	8.863	5.291	25.647	-0.003	0.025	-0.082
Si	14.253	12.244	23.402	0.079	-0.055	-0.232
Si	16.036	4.636	25.874	0.061	-0.003	-0.187
Si	5.29	6.929	27.596	0.066	-0.029	0.06
Si	5.107	2.798	23.874	0.093	0.101	-0.24
Si	3.303	9.04	28.193	-0.05	0.089	0.039
Si	13.679	0.776	25.395	0.118	-0.018	-0.187
Si	5.065	12.194	24.606	-0.048	0.057	-0.182
Si	3.723	0.604	25.325	0.034	-0.005	-0.026
Si	6.074	4.416	26.251	0.013	0.084	0.003
Si	6.545	15.792	25.93	0.022	-0.058	-0.144
Si	9.346	6.936	23.197	0.008	0.119	-0.07
Si	6.35	13.006	27.086	-0.049	0.161	-0.13
Si	8.949	0.753	27.167	0.063	0.058	-0.027
Si	11.248	15.413	25.793	-0.045	-0.036	-0.135
Si	-0.101	6.732	23.458	-0.036	0.014	-0.21
Si	3.613	12.027	27.076	0.088	-0.093	-0.113
Si	11.644	9.59	31.434	-0.159	0.227	0.257
Si	13.42	12.841	29.461	0.032	-0.131	0.144
Si	11.02	4.567	30.456	0.033	-0.008	-0.068
Si	1.978	13.489	29.044	0.004	-0.039	0.08
Si	0.994	9.13	29.908	-0.19	-0.11	0.033
Si	1.476	6.356	30.917	0.012	-0.113	0.158
Si	15.728	14.293	28.261	-0.008	-0.042	-0.011
Si	2.562	11.495	31.179	0.052	-0.011	0.093
Si	11.137	13.627	28.077	0.153	-0.171	0.04
Si	10.069	0.166	32.274	-0.037	0.076	0.057
Si	4.924	9.721	30.766	0.029	-0.062	-0.003
Si	8.108	8.01	27.126	-0.082	0.093	-0.021
Si	1.178	-0.039	29.397	0.023	-0.091	0.078
Si	7.585	10.685	30.891	-0.024	0.052	0.106
Si	4.426	1.252	33.046	0.091	-0.096	0.143
Si	14.183	0.687	31.008	-0.023	0.082	0.084
Si	12.124	6.66	32.161	-0.122	-0.005	0.164
Si	15.088	3.304	29.891	-0.008	0.196	0.02
Si	9.582	9.339	29.288	0.007	-0.025	0.11
Si	14.683	10.324	30.771	0.02	-0.105	0.108
Si	15.001	5.465	32.088	-0.061	-0.002	0.214
Si	5.016	1.797	30.136	0.076	0.061	0.098
Si	1.316	4.534	28.504	-0.049	-0.042	-0.015
Si	2.896	5.505	33.504	0.006	-0.109	0.299
Si	12.134	15.153	30.333	0.004	-0.042	0.149
Si	1.112	13.228	33.107	0.016	-0.02	0.137
Si	6.922	3.135	33.463	0.206	-0.076	0.151
Si	8.08	1.006	30.08	0.007	0.026	0.071
Si	6.483	9.312	33.094	0.109	-0.107	0.102
Si	10.686	3.489	27.403	-0.073	-0.078	0.183
Si	2.87	1.989	27.97	0.091	0.074	0.014
Si	10.312	11.785	33.397	-0.026	0.141	-0.096
Si	8.183	3.988	30.77	-0.044	-0.121	0.096
Si	0.288	15.803	32.084	0	0.105	0.183
Si	13.758	3.171	27.103	0.099	-0.022	0.034
Si	12.096	2.419	32.469	-0.083	0.078	0.163
Si	15.283	11.336	33.629	0.172	-0.397	0.418
O	13.269	1.394	32.111	0.103	-0.083	0.295
O	11.908	3.523	31.318	0.202	0.093	-0.149
O	2.124	4.2	34.163	-0.629	0.155	0.051
O	3.073	1.715	33.808	-0.32	-0.227	-0.14
O	15.485	5.036	33.589	0.247	-0.28	-0.275
O	0.632	5.063	27.138	-0.044	0.245	-0.045
O	2.522	6.96	34.106	0.042	0.013	-0.563
O	1.057	9.046	34.742	0.071	0.111	-0.624
O	13.719	11.585	33.966	-0.042	-0.272	-0.094
O	1.699	8.854	28.455	-0.238	-0.344	-0.536
O	2.036	13.836	34.276	-0.17	0.343	-0.232
O	0.881	14.309	31.953	0.209	-0.064	-0.438
O	4.951	-0.162	33.656	-0.059	-0.184	-0.427
O	4.224	1.234	31.442	-0.268	0.034	-0.203
O	8.067	2.085	33.881	0.11	-0.243	-0.317
O	1.565	1.259	28.56	-0.572	0.309	-0.257
O	4.486	5.338	33.822	0.076	-0.146	-0.444
O	6.72	4.219	34.644	0.418	-0.037	0.047
O	9.308	6.649	34.624	0.067	0.201	-0.431
O	7.432	8.258	33.847	0.188	0.054	-0.522
O	5.407	9.902	34.108	-0.165	-0.146	-0.493
O	3.825	11.876	34.843	-0.043	-0.012	-0.393
O	8.9	12.647	33.67	-0.094	-0.205	-0.609
O	6.781	14.38	34.449	-0.158	0.219	-0.403
O	10.146	4.247	35.192	0.178	-0.249	-0.269
O	9.872	15.817	33.732	-0.167	-0.392	-0.211
O	14.613	1.239	34.654	-0.123	-0.044	-0.445
O	0.37	-0.053	33.626	0.643	0.186	0.051
O	12.597	2.97	33.92	-0.109	0.357	-0.136
O	9.716	2.188	27.249	-0.173	0.075	-0.181
O	14.291	6.85	34.94	0.087	-0.019	-0.229
O	11.587	8.193	32.279	-0.116	0.04	0.337
O	10.169	10.535	34.395	-0.554	-0.327	-0.152
O	12.199	8.882	35.025	0.13	-0.063	-0.25
O	13.634	14.009	35.104	-0.01	0.239	-0.256
O	11.499	5.847	33.444	0.31	-0.35	-0.15
O	2.095	4.416	21.338	-0.06	0.228	-0.012
O	15.714	7.35	20.059	-0.329	0.296	0.2
O	0.485	0.888	23.804	-0.518	-0.004	-0.109
O	3.141	2.026	21.215	-0.538	-0.328	0.188
O	1.619	8.893	21.392	-0.098	0.116	0.274
O	0.057	10.855	20.794	-0.116	0.16	0.246
O	5.308	5.383	20.534	0.135	-0.084	0.31
O	3.468	7.014	21.465	-0.092	0.051	0.451
O	1.812	15.418	22.143	0.532	0.022	0.184
O	-0.069	0.02	20.728	0.015	-0.098	0.101
O	7.535	9.855	20.134	0.347	-0.171	0.437
O	3.902	11.218	21.762	-0.51	0.135	0.22
O	7.125	3.539	21.21	0.187	0.342	0.508
O	6.578	2.326	23.38	0.35	0.135	0.482
O	10.555	-0.104	20.879	0.174	0.149	0.356
O	8.421	1.341	21.65	0.236	-0.08	0.666
O	5.617	9.207	21.848	0.375	-0.365	0.278
O	6.323	12.376	25.6	0.427	-0.386	0.003
O	8.904	6.636	21.679	-0.816	-0.161	0.012
O	8.248	9.271	26.105	-0.11	0.599	0.072
O	8.158	13.629	20.459	0.137	-0.038	0.039
O	6.372	14.982	21.794	-0.269	0.344	0.25
O	9.369	11.701	21.611	0.456	-0.349	-0.017
O	8.411	10.861	23.957	-0.274	-0.095	0.155
O	10.926	5.138	20.941	0.038	0.097	0.542
O	12.831	3.463	22.025	-0.047	0.116	0.421
O	13.398	1.662	24.041	-0.628	-0.024	0.202
O	14.143	1.308	21.552	-0.259	-0.205	0.27
O	11.504	9.728	22.077	-0.283	0.578	0.151
O	13.846	8.864	21.603	0.357	-0.26	-0.245
O	15.5	5.944	22.229	-0.183	-0.465	0.12
O	15.489	8.171	23.616	0.323	0.331	0.211
O	12.678	12.553	23.565	-0.158	-0.402	0.247
O	11.855	14.203	21.824	0.254	-0.456	0.245
O	14.777	12.685	21.917	-0.183	0.439	0.103
O	14.6	10.667	23.499	0.178	0.085	0.453
O	14.336	1.764	26.508	0.482	-0.191	0.228
O	12.303	0.273	26.063	-0.089	0.407	0.565
O	5.729	1.237	21.141	0.262	-0.121	0.155
O	1.831	2.969	23.355	-0.003	-0.159	0.234
O	16.086	5.814	24.774	-0.005	0.144	-0.028
O	4.302	3.719	22.794	0.078	0.349	0.222
O	3.396	8.952	23.239	0.033	0.153	0.767
O	1.48	7.021	23.209	0.241	-0.235	0.282
O	14.369	11.624	29.863	0.048	0.341	-0.336
O	14.212	13.846	28.476	-0.343	0.421	-0.594
O	0.368	13.279	29.091	-0.354	-0.58	0.096
O	2.655	15.916	24.661	0.216	-0.115	0.264
O	6.847	15.329	24.396	0.021	0.484	-0.032
O	5.13	13.438	23.562	-0.542	0.155	-0.229
O	4.241	1.463	24.067	-0.078	-0.137	-0.464
O	5.532	5.943	26.328	-0.054	0.384	-0.44
O	3.957	7.816	27.354	-0.317	-0.085	-0.375
O	5.116	5.949	28.904	-0.599	0.24	0.254
O	9.212	8.127	28.305	0.216	-0.476	-0.051
O	7.352	12.14	27.953	-0.234	-0.267	-0.094
O	7.511	0.705	26.377	-0.287	0.452	-0.264
O	6.774	14.561	26.969	0.401	0.079	0.325
O	11.461	15.021	24.235	0.065	0.317	-0.239
O	9.837	15.993	26.337	-0.186	-0.018	-0.079
O	10.172	12.915	23.698	-0.132	-0.144	0.471
O	9.59	13.286	28.271	-0.141	0.179	-0.075
O	14.555	15.769	25.075	-0.056	-0.017	0.106
O	15.405	3.017	23.011	0.251	0.593	-0.383
O	9.213	5.612	24.104	0.046	-0.541	-0.058
O	10.509	9.543	24.614	0.189	0.421	0.41
O	12.963	8.743	24.07	-0.079	-0.379	0.514
O	8.459	8.177	23.746	-0.67	0.057	-0.013
O	9.496	10.699	28.419	0.449	0.131	-0.401
O	14.888	13.081	24.623	0.102	-0.258	0.43
O	10.903	7.4	23.169	0.502	-0.568	-0.083
O	5.973	3.764	27.728	-0.183	-0.668	0.128
O	0.266	3.209	25.316	0.268	-0.43	0.281
O	5.148	3.577	25.262	-0.48	0.151	0.342
O	7.583	4.319	25.707	0.101	-0.567	-0.061
O	4.975	-0.142	26.014	-0.264	-0.165	0.118
O	1.573	7.971	30.883	0.468	0.205	0.462
O	4.108	8.978	29.609	-0.109	-0.205	0.048
O	3.564	10.458	27.467	0.27	0.048	0.102
O	2.802	12.783	30.237	0.407	0.309	-0.09
O	0.457	14.657	24.19	0.052	-0.437	0.037
O	3.695	12.202	25.467	-0.77	-0.115	-0.324
O	5.217	10.737	23.947	0.328	-0.047	0.571
O	7.669	13.154	23.11	0.129	-0.19	-0.199
O	5.162	3.433	30.173	-0.136	0.222	0.44
O	7.323	4.85	29.714	0.094	0.429	-0.428
O	2.585	3.582	28.141	0.288	0.209	-0.155
O	4.889	12.783	27.733	-0.126	0.028	0.693
O	6.598	7.899	27.72	-0.041	0.465	0.452
O	8.344	12.023	30.365	-0.056	0.521	0.422
O	8.472	6.67	26.348	0.016	-0.096	-0.085
O	2.252	15.087	29.101	0.562	0.149	-0.174
O	6.141	10.603	30.158	-0.184	0.433	-0.683
O	11.513	14.01	26.564	0.128	-0.398	-0.251
O	12.896	13.754	30.711	0.219	-0.111	0.814
O	12.085	12.422	28.627	-0.374	-0.678	-0.126
O	11.328	14.956	28.964	-0.542	0.566	-0.056
O	12.17	3.173	26.861	-0.1	-0.267	-0.248
O	14.498	4.39	26.324	-0.493	0.277	0.015
O	15.68	9.294	29.971	-0.144	-0.413	-0.429
O	1.554	10.552	30.379	-0.332	0.087	-0.061
O	13.232	9.781	31.197	0.146	-0.418	-0.103
O	11.026	9.248	29.975	0.48	-0.074	-0.587
O	16.021	14.281	26.68	0.13	0.101	0.073
O	11.153	15.559	31.525	-0.023	-0.473	0.232
O	14.018	3.388	28.685	-0.289	0.317	0.284
O	15.158	1.765	30.343	0.387	-0.161	-0.187
O	2.345	12.823	27.624	-0.425	0.16	-0.272
O	5.514	2.391	33.341	-0.196	0.187	0.052
O	3.928	10.736	31.535	0.024	0.204	0.473
O	1.779	5.775	29.432	0.396	0.32	-0.447
O	-0.051	6.128	31.367	-0.02	0.026	-0.267
O	2.516	5.634	31.938	0.278	-0.164	-0.354
O	15.984	12.81	33.684	-0.295	0.376	0.072
O	13.178	0.004	29.964	-0.15	0.019	-0.841
O	1.862	11.923	32.556	-0.025	-0.265	0.351
O	14.629	4.18	31.174	-0.538	-0.363	0.105
O	7.313	3.863	32.108	-0.362	0.439	-0.106
O	3.043	1.57	26.426	-0.02	0.081	-0.124
O	8.718	0.245	31.371	-0.142	-0.402	-0.085
O	4.161	1.484	28.807	0.237	-0.525	-0.263
O	5.614	8.706	31.848	-0.284	-0.49	-0.092
O	0.226	3.725	29.376	0.257	-0.129	0.19
O	6.455	1.038	30.111	-0.157	-0.57	0.193
O	10.09	4.628	26.432	0.386	0.062	-0.15
O	16.044	15.765	28.869	-0.314	0.38	0.157
O	1.134	0.318	30.987	0.337	0.541	0.21
O	8.468	9.398	30.463	0.066	-0.367	0.42
O	7.374	10.548	32.492	0.27	0.315	0.374
O	8.555	2.549	30.138	0.627	-0.018	-0.467
O	8.635	0.341	28.714	0.276	-0.392	0.098
O	15.045	15.84	31.703	-0.472	-0.298	0.134
O	10.684	1.64	32.548	-0.293	0.434	0.086
O	10.855	4.078	28.918	0.223	0.089	-0.174
O	13.745	6.489	32.176	0.223	0.506	-0.149
O	9.553	4.726	31.109	-0.006	0.555	0.255
O	11.68	6.022	30.722	0.146	0.268	-0.373
O	11.48	12.843	33.842	-0.224	0.554	-0.34
O	10.856	10.932	32.05	0.073	0.237	-0.069
O	15.443	10.729	32.142	0.45	-0.163	-0.11
Si	16.282	16.261	5.261	-0.009	0.01	-0.04
Si	2.669	2.632	5.343	-0.011	-0.007	-0.011
Si	16.275	5.335	5.421	-0.014	0.003	0.005
Si	2.71	8.025	5.443	0	-0.008	0
Si	16.283	10.831	5.432	-0.038	-0.024	0.013
Si	2.66	13.564	5.273	-0.016	0.011	-0.033
Si	5.359	16.219	5.378	-0.001	0	-0.009
Si	8.119	2.598	5.358	-0.005	0.005	-0.011
Si	5.384	5.31	5.311	0.01	-0.003	-0.042
Si	8.055	8.051	5.411	0.028	0.035	-0.008
Si	5.399	10.789	5.419	0.015	0.019	0.003
Si	8.135	13.471	5.455	0.027	-0.008	0.002
Si	10.852	16.212	5.358	-0.012	0.001	-0.021
Si	13.586	2.575	5.4	0.043	-0.027	0.001
Si	10.794	5.282	5.469	-0.019	-0.016	0.02
Si	13.528	8.05	5.491	0.016	-0.014	0.027
Si	10.822	10.8	5.438	-0.028	0.004	-0.002
Si	13.557	13.566	5.408	-0.041	-0.004	0.012
Si	1.302	1.267	6.691	0.021	0.011	0.003
Si	4.033	3.978	6.718	-0.009	-0.007	-0.011
Si	1.316	6.69	6.785	-0.001	0.021	-0.001
Si	4.051	9.415	6.778	-0.001	-0.009	0.001
Si	1.35	12.197	6.727	-0.006	-0.011	-0.016
Si	3.998	14.866	6.722	0.013	0.015	0
Si	6.74	1.259	6.725	-0.003	-0.009	0.01
Si	9.44	3.923	6.794	0.023	-0.013	0.011
Si	6.699	6.677	6.744	-0.006	0.001	-0.017
Si	9.45	9.409	6.76	-0.004	-0.015	-0.011
Si	6.76	12.124	6.793	-0.004	0.003	0.01
Si	9.503	14.864	6.759	-0.024	0.001	0.002
Si	12.204	1.231	6.751	0.001	0.015	-0.007
Si	14.927	3.951	6.762	0.006	-0.004	0.007
Si	12.16	6.671	6.803	-0.001	0.013	0.006
Si	14.911	9.451	6.783	-0.005	0.02	0.001
Si	12.198	12.176	6.763	0.006	-0.001	0.006
Si	14.94	14.927	6.715	-0.006	-0.014	-0.018
Si	-0.035	2.601	8.112	-0.011	0.004	0.004
Si	2.649	16.232	8.078	-0.023	-0.019	-0.005
Si	-0.043	8.074	8.126	0.018	-0.004	0.001
Si	2.68	5.321	8.122	-0.001	0.007	-0.001
Si	-0.046	13.533	8.079	0.004	0.01	0.001
Si	2.679	10.803	8.099	0.027	0.007	-0.001
Si	5.386	2.62	8.094	0.003	0.004	-0.005
Si	8.112	16.223	8.098	0.008	0.002	-0.006
Si	5.384	8.041	8.142	-0.007	0.005	-0.001
Si	8.08	5.325	8.109	0.005	-0.004	-0.008
Si	5.377	13.513	8.096	-0.011	-0.032	-0.005
Si	8.113	10.762	8.145	-0.01	0.006	0.003
Si	10.835	2.581	8.125	-0.018	0.004	0.004
Si	13.565	16.22	8.123	0.009	0.012	0.009
Si	10.808	8.057	8.129	-0.002	0	0.005
Si	13.554	5.311	8.122	0.003	0.002	-0.008
Si	10.842	13.513	8.141	0.017	0.001	0.006
Si	13.541	10.802	8.128	-0.013	-0.019	0.008
Si	1.312	3.968	9.479	0.022	-0.009	0.004
Si	4.018	1.256	9.447	-0.009	0	0.003
Si	1.316	9.443	9.473	-0.016	0.018	0.007
Si	4.023	6.686	9.5	-0.006	0.012	0.003
Si	1.296	14.884	9.453	0.014	0.005	0.001
Si	4.036	12.151	9.465	0.014	-0.003	0.002
Si	6.737	3.967	9.481	-0.017	0.008	-0.004
Si	9.474	1.235	9.493	0.008	0.002	-0.003
Si	6.752	9.402	9.493	0.015	-0.03	0.009
Si	9.454	6.683	9.467	-0.006	0.012	-0.001
Si	6.75	14.863	9.46	-0.003	0.012	-0.001
Si	9.479	12.135	9.489	-0.004	-0.005	0.002
Si	12.187	3.957	9.478	0.001	-0.012	-0.001
Si	14.911	1.263	9.481	0.005	0.004	0.011
Si	12.178	9.426	9.475	-0.007	-0.002	-0.002
Si	14.908	6.694	9.47	-0.006	0.003	-0.006
Si	12.208	14.86	9.499	0.004	-0.012	0.007
Si	14.914	12.168	9.461	-0.007	-0.012	-0.003

Results
total energy: -115456.858 eV
total energy less fixed offsets of O -438.35, Si -107.03 eV per atom: 9.482 eV
